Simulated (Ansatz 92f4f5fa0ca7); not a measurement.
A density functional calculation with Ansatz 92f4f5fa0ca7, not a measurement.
Periodic cell of 224 atoms, Si134O86N4, from a study of silicon, its oxide and their interface. The atomic structure is a simulated model.

Settings
functional: r2SCAN
potential files: Ansatz PAW
basis: plane waves
wave-function cutoff: 800 eV
density cutoff ratio: 5
exchange-correlation grid ratio: 1
k mesh: 1 x 1 x 1, shifted by 0.5 0.5 0 of a step
self-consistency stop: 1e-10 eV per atom in the density residual
occupations: fixed
spin: none
net charge: 0

Cell vectors (angstrom)
a, 10.88, 0, 0
b, 0, 10.88, 0
c, 0, 0, 31.6662

Atoms and the computed forces on them: element, x, y, z (angstrom), force x, y, z (eV/angstrom)
Si, 0.3207, -0.5054, -0.0265, -0.0306, -0.0139, -0.2811
Si, 2.4806, 3.1052, -0.4264, 0.0012, -0.0084, -0.3693
Si, 0.2167, 5.2735, -0.1358, -0.0619, 0.0228, -0.2682
Si, 2.6693, 8.3117, 0.2296, 0.0343, 0.0337, -0.161
Si, 5.8758, -0.4507, -0.0816, 0.0035, 0.0991, -0.1849
Si, 8.0251, 2.7037, 0.2714, -0.0098, -0.0135, -0.1942
Si, 4.8679, 6.152, -0.2606, -0.0446, -0.0651, -0.2454
Si, 8.1141, 8.5217, 0.0196, 0.0662, 0.0596, -0.2292
Si, 1.4202, 1.3823, 0.9574, 0.0499, -0.0183, 0.0414
Si, 3.9753, 4.2797, 1.0443, 0.0687, 0.0158, 0.0281
Si, 1.3415, 6.7554, 1.331, -0.0539, 0.0334, 0.0428
Si, 4.209, 9.5642, 1.4588, 0.0287, -0.0165, -0.035
Si, 6.6431, 1.2968, 1.3937, -0.1216, -0.021, 0.0318
Si, 9.5591, 4.1294, 1.2547, -0.0092, 0.0247, 0.0149
Si, 6.6615, 7.0092, 1.1287, 0.0213, -0.0522, 0.0984
Si, 9.6595, 9.4332, 1.4849, -0.0154, 0.0004, -0.01
Si, 0.046, 2.6716, 2.4997, -0.003, -0.0237, 0.0187
Si, 2.7725, 0.1601, 2.5503, -0.0541, -0.0044, -0.0066
Si, 0.06, 8.0694, 2.7845, -0.0058, -0.0173, -0.024
Si, 2.6801, 5.3929, 2.6506, 0.026, -0.0086, -0.0025
Si, 5.3156, 2.8597, 2.5202, 0.0055, -0.0296, -0.0193
Si, 8.1381, -0.0507, 2.6717, 0.0863, 0.0507, 0.0078
Si, 5.4318, 8.1266, 2.7822, 0.0666, 0.063, -0.0515
Si, 8.1112, 5.554, 2.4791, -0.0417, 0.0053, 0.0001
Si, 1.3271, 4.0206, 3.9617, 0.0058, -0.029, 0.0261
Si, 4.0467, 1.4922, 3.9745, 0.0267, 0.0108, -0.0014
Si, 1.4448, 9.5685, 3.9307, -0.0006, 0.0402, 0.0311
Si, 4.0531, 6.7364, 4.0238, -0.0711, -0.0042, 0.0054
Si, 6.7833, 4.1399, 3.8611, 0.0174, 0.0125, 0.0086
Si, 9.5346, 1.3682, 3.9151, -0.015, -0.0567, 0.0388
Si, 6.8202, 9.5031, 4.0665, -0.0344, -0.0371, 0.0126
Si, 9.4652, 6.7695, 4.0112, -0.0053, 0.0093, 0.0146
Si, 0.0162, -0.0014, 5.2858, 0.0112, 0.0185, -0.0013
Si, 2.6908, 2.7497, 5.3787, -0.0064, -0.0198, 0.0016
Si, -0.0298, 5.3948, 5.3194, -0.0099, 0.014, 0.0177
Si, 2.7387, 8.181, 5.3232, -0.0018, -0.0054, -0.0065
Si, 5.4313, 0.0612, 5.305, -0.0248, 0.0028, 0.0262
Si, 8.1589, 2.7546, 5.2374, -0.0084, -0.0013, -0.0109
Si, 5.4507, 5.4154, 5.336, 0.0357, -0.0123, 0.014
Si, 8.1721, 8.1479, 5.3983, 0.0311, 0.0007, 0.0013
Si, 1.3524, 1.344, 6.6833, -0.0148, -0.016, 0.0002
Si, 4.087, 4.0815, 6.7071, -0.0098, 0.0116, -0.0079
Si, 1.3501, 6.8072, 6.6519, 0.0012, -0.0044, 0.001
Si, 4.1003, 9.5282, 6.6676, 0.0194, 0.0077, 0.005
Si, 6.8251, 1.3984, 6.6502, 0.0067, -0.0006, -0.003
Si, 9.5011, 4.0504, 6.6735, -0.003, -0.0135, 0.0066
Si, 6.795, 6.7836, 6.7018, -0.0226, 0.0056, -0.0009
Si, 9.5586, 9.5277, 6.6888, 0.0043, 0.0077, -0.0058
Si, -0.0067, 2.6985, 8.0328, 0.0178, 0.0185, -0.0003
Si, 2.7218, -0.0225, 8.0181, -0.0009, 0.0064, -0.0015
Si, 0.0149, 8.155, 8.0471, -0.008, -0.0058, 0.0043
Si, 2.7337, 5.4696, 8.0306, -0.0104, 0.0029, 0.0088
Si, 5.454, 2.7213, 8.041, 0.0044, -0.0245, 0.0059
Si, 8.1843, 0.0183, 8.0186, -0.0026, 0.0038, 0.0116
Si, 5.4499, 8.1651, 8.0392, -0.0022, 0.004, 0.006
Si, 8.1495, 5.4128, 8.0266, 0.0096, -0.0115, 0.004
Si, 1.3665, 4.0848, 9.3582, -0.0016, -0.0198, 0.0004
Si, 4.1019, 1.3163, 9.3581, -0.0231, 0.0114, 0.0013
Si, 1.3934, 9.5064, 9.4058, 0.0008, 0.0046, -0.0162
Si, 4.1167, 6.791, 9.4164, 0.0148, -0.0067, -0.0131
Si, 6.7932, 4.0902, 9.4111, -0.0013, 0.0165, -0.0182
Si, 9.5471, 1.3433, 9.4151, -0.0055, -0.0088, -0.0215
Si, 6.8108, 9.5359, 9.3746, 0.0043, 0.0066, -0.0026
Si, 9.5018, 6.7794, 9.3591, 0.0009, 0.0041, 0.007
Si, 0.0358, -0.0251, 10.7825, 0.0071, 0.0148, -0.0415
Si, 2.749, 2.6955, 10.6716, -0.0059, -0.0049, -0.0274
Si, -0.0142, 5.4336, 10.7098, -0.0038, -0.0063, -0.0401
Si, 2.7849, 8.1687, 10.7496, -0.0055, -0.0044, -0.0228
Si, 5.4554, -0.003, 10.7638, 0.0055, -0.0114, -0.0353
Si, 8.1593, 2.7201, 10.718, 0.0171, -0.0027, -0.0165
Si, 5.4663, 5.4359, 10.833, -0.0121, 0.0029, -0.0526
Si, 8.1244, 8.1213, 10.7083, -0.0107, -0.0115, -0.0342
Si, 1.4331, 1.3876, 12.0893, 0.0358, 0.0095, 0.0225
Si, 4.1089, 3.9648, 12.0892, -0.0195, -0.0377, 0.0366
Si, 1.3884, 6.7892, 12.0045, -0.0031, 0.0042, 0.0122
Si, 4.144, 9.4976, 12.1536, -0.0096, 0.0032, -0.0011
Si, 6.8204, 1.3833, 12.0883, -0.0234, 0.0143, 0.0109
Si, 9.4875, 4.0852, 12.0639, -0.0092, 0.0081, 0.0087
Si, 6.8103, 6.8444, 12.2073, 0.0226, 0.0282, 0.0225
Si, 9.5021, 9.4353, 12.0317, -0.0125, -0.0285, 0.0274
Si, -0.0214, 2.7319, 13.3777, 0.013, -0.0103, -0.0344
Si, 2.8403, 0.0456, 13.467, -0.0062, 0.0429, -0.0292
Si, 0.037, 8.1235, 13.3728, -0.0124, 0.0155, -0.0447
Si, 2.681, 5.3451, 13.3056, -0.0303, -0.0264, -0.0146
Si, 5.5089, 2.6839, 13.5654, -0.037, -0.0048, -0.0591
Si, 8.1476, -0.0594, 13.3452, 0.0318, -0.0277, -0.0353
Si, 5.4589, 8.2081, 13.6652, 0.0467, 0.0316, -0.0611
Si, 8.221, 5.4556, 13.5148, 0.0237, 0.0091, -0.0456
Si, 1.1195, 4.2537, 14.7132, 0.0457, -0.0321, 0.277
Si, 4.445, 1.059, 14.9193, -0.083, 0.0199, 0.2676
Si, 1.1395, 9.7983, 14.5639, 0.0065, -0.0486, 0.263
Si, 4.1794, 6.4781, 14.6422, -0.0865, -0.0507, 0.3292
Si, 6.5792, 4.3864, 14.8105, 0.0157, -0.0144, 0.4181
Si, 9.7238, 1.0919, 14.5781, -0.0376, 0.0109, 0.2937
Si, 6.7625, 9.7946, 14.9401, 0.0722, -0.0226, 0.3571
Si, 9.8785, 6.5539, 14.7869, -0.0354, 0.015, 0.2906
Si, -1.9628, 0.1769, 27.2641, 0.0541, 0.0009, -0.1499
Si, -1.9493, 8.551, 17.0355, 0.0509, 0.0037, 0.2548
Si, 2.1696, 7.0172, 19.3438, -0.006, -0.0014, 0.1137
Si, 10.4868, 0.3076, 21.3413, 0.0022, -0.0114, 0.0593
Si, 9.0838, 12.6287, 17.5128, 0.0108, -0.0076, 0.225
Si, 5.0294, 7.4146, 19.3357, -0.0017, 0.0581, 0.1017
Si, 7.7664, 11.5043, 19.859, -0.0255, -0.0065, 0.1003
Si, 3.7584, 1.7977, 21.2098, -0.012, -0.0075, 0.0518
Si, -0.219, -4.589, 21.2206, 0.005, -0.0207, 0.0669
Si, -4.7072, 3.1418, 20.2755, -0.0199, -0.0283, 0.0975
Si, -5.189, 2.9794, 23.091, -0.0197, -0.0067, -0.0074
Si, 1.0526, 1.1818, 18.6833, -0.0099, -0.01, 0.1328
Si, 7.8976, -2.4709, 24.4028, -0.0138, 0.0121, -0.0388
Si, 12.4278, 3.8736, 22.2066, -0.0018, 0.0011, 0.0059
Si, 0.9429, 0.9856, 26.5955, -0.0133, 0.0001, -0.0878
Si, 5.324, -1.8227, 25.4805, 0.0193, -0.0133, -0.0976
Si, -0.2505, -8.7241, 23.957, 0.0162, 0.0251, -0.032
Si, 14.105, -8.6262, 28.1742, -0.0091, -0.0381, -0.2336
Si, 3.6357, 16.5527, 17.3886, 0.0133, -0.0111, 0.2359
Si, 11.975, 9.3161, 17.4368, -0.0007, 0.0131, 0.2215
Si, 4.4711, -2.2754, 29.5904, -0.0176, 0.0148, -0.3033
Si, 7.5076, 4.2733, 17.8572, 0.0201, 0.0149, 0.2159
Si, 7.7968, -8.6485, 25.1954, 0.0045, 0.0063, -0.0703
Si, 10.6047, -2.1264, 23.0833, -0.0142, -0.0005, -0.0082
Si, 6.751, -6.4857, 29.8894, 0.0127, -0.0143, -0.2219
Si, -1.424, -2.9324, 26.7755, 0.0104, 0.0264, -0.1361
Si, 8.0479, -4.0431, 19.3535, -0.0137, -0.0119, 0.1173
Si, 15.8919, -0.8936, 20.3884, 0.0112, 0.001, 0.0621
Si, 14.8156, 5.332, 23.6434, 0.0081, -0.003, -0.0277
Si, 13.7547, 2.8567, 16.9771, 0.0009, 0.0176, 0.2455
Si, 1.2977, -1.9763, 25.7987, 0.0019, -0.0123, -0.0641
Si, 8.6392, -10.6395, 30.2392, -0.0079, 0.031, -0.2805
Si, -1.757, 6.4692, 29.519, -0.0359, -0.0369, -0.2511
Si, 3.3259, -0.6282, 27.443, -0.0264, 0.0397, -0.1508
Si, 5.9464, -7.2453, 27.3571, -0.0042, -0.0056, -0.1533
Si, 5.3403, -2.8333, 22.9117, 0.0044, 0.0007, 0.0236
Si, 5.1167, 6.183, 28.418, -0.0333, 0.0492, -0.3146
Si, 3.6482, 6.8255, 26.1957, -0.0053, 0.0172, -0.1063
O, -2.1988, 1.7787, -0.9063, 0.0204, 0.0095, 0.1119
O, 1.5417, -1.5463, -0.487, -0.0121, 0.0258, 0.19
O, 1.2783, 4.1779, -0.7184, 0.0147, -0.0385, 0.2122
O, 3.0184, 2.7714, 29.7037, -0.03, 0.061, 0.2666
N, 1.8112, -0.5129, 26.595, 0.0235, 0.0073, 0.0558
O, -0.3628, 5.9821, 30.1715, 0.0656, -0.0229, 0.1571
O, 9.2447, 2.7261, 24.6147, -0.0044, -0.0029, 0.0256
N, 3.8366, 7.5207, -0.8616, -0.0308, -0.0254, 0.2368
O, 3.6334, -4.6303, 27.7156, 0.027, -0.0167, 0.1046
O, 5.1159, -3.3591, 25.9955, -0.012, -0.0218, 0.0552
O, 6.8799, 3.7297, 31.3364, 0.0311, -0.0767, 0.1198
O, 5.076, -0.8896, 30.1906, 0.0283, 0.038, 0.2243
O, 5.9598, 5.2726, 27.3544, 0.0064, -0.0078, 0.1091
O, 8.6151, 7.7418, 30.3482, -0.0064, 0.06, 0.1693
O, 0.078, 5.4046, 15.2748, 0.0005, 0.0149, -0.1737
O, 1.7077, 3.4341, 16.0065, -0.0455, 0.0509, -0.1877
O, 3.7031, 1.6632, 16.2554, 0.0604, -0.0542, -0.1809
O, 0.7573, 3.3298, 23.505, -0.0009, -0.0154, 0.0032
O, 1.6914, 9.1334, 15.9507, 0.0082, 0.0121, -0.1897
O, 0.0183, 10.9155, 15.0363, 0.0042, 0.0257, -0.144
O, 3.2973, 6.506, 16.0392, 0.0459, 0.02, -0.2126
O, 5.4132, 5.4937, 15.0663, 0.0621, 0.0037, -0.2657
O, 7.0013, 4.0361, 16.3522, -0.0645, 0.0423, -0.2536
O, 4.911, 6.4752, 18.0157, -0.0206, -0.0311, -0.089
O, 10.3404, -1.565, 17.3543, -0.0174, -0.0268, -0.1109
O, 7.7511, 9.337, 16.2049, -0.0783, 0.0662, -0.2048
O, 5.6094, 10.8793, 15.4561, 0.0227, -0.0175, -0.2241
O, 8.6934, 14.0908, 18.0495, -0.0012, -0.0058, -0.0954
O, 9.3034, 7.2414, 16.1543, 0.0076, -0.0228, -0.198
O, 0.811, -1.8308, 24.2562, 0.0115, 0.0061, 0.0204
O, 4.8743, -1.849, 19.0659, -0.0039, -0.019, -0.0411
O, -0.5489, 1.2715, 22.6332, -0.0057, -0.0051, -0.0041
O, -0.2563, 1.6021, 17.8818, -0.03, -0.0053, -0.0868
O, 8.1523, 11.5297, 18.2796, 0.0202, 0.0207, -0.0834
O, 9.1891, 17.3085, 20.479, -0.0192, 0.0065, -0.0425
O, 7.4144, 2.1186, 20.327, 0.0033, -0.0078, -0.0233
O, 8.9272, 12.488, 15.9197, 0.0181, -0.0206, -0.2195
O, 3.8229, 11.0852, 20.7342, 0.0064, -0.005, -0.0298
O, 10.5965, 7.1928, 22.5893, 0.006, 0.0036, -0.0123
O, 8.0961, 11.7652, 26.0507, 0.0082, -0.0184, 0.0409
O, -1.7645, -1.7201, 23.6286, 0.0063, 0.0007, 0.017
O, 4.5708, 12.7745, 22.6195, 0.0128, 0.0023, -0.0157
O, 0.9294, 6.9662, 20.3336, 0.0149, 0.0129, -0.0565
O, -2.4863, 8.195, 18.5331, 0.0209, 0.0345, -0.1179
O, 6.9521, -7.6749, 26.1787, -0.022, 0.0059, 0.0708
O, -5.721, 8.8698, 21.5519, -0.0072, 0.0033, -0.0137
O, 10.9884, -1.1502, 21.8458, 0.0004, 0.0021, -0.0146
O, -4.514, 4.078, 18.9941, 0.0294, 0.0121, -0.0823
O, 3.6064, 7.1217, 20.1291, -0.0096, -0.0148, -0.0476
O, 3.3555, -5.1919, 25.1061, 0.0035, 0.0074, 0.039
O, 11.4424, -9.5802, 25.0548, -0.0082, -0.012, 0.0373
O, 3.9133, -6.7943, 17.2128, -0.02, -0.0275, -0.0949
O, 15.8738, -6.7379, 23.9649, 0.0005, 0.0004, 0.0126
O, -4.6532, 3.783, 21.7691, 0.0009, 0.015, -0.0201
O, 17.4839, 3.2185, 28.7821, 0.0083, 0.0149, 0.1231
O, 1.839, 2.177, 27.2835, 0.0417, 0.0119, 0.0799
O, 5.5709, 7.7287, 28.7441, -0.0181, 0.0201, 0.1383
O, 4.6047, -4.2675, 22.9189, 0.0185, -0.0051, 0.0065
O, -6.203, -1.8229, 23.9969, -0.0093, -0.0003, 0.0237
N, 7.5405, -11.6824, 31.1139, -0.0326, -0.1025, 0.1204
O, 0.6317, 0.9286, 20.2402, 0.0052, 0, -0.0575
O, 3.6467, 0.7082, 28.2776, 0.0186, 0.0162, 0.062
O, 15.4814, -0.7671, 26.4357, -0.0176, -0.0073, 0.0784
O, 6.91, -3.1317, 23.2895, -0.0049, 0.0153, -0.0129
O, 11.2516, 4.7613, 21.4432, -0.0046, 0.0071, -0.0104
O, 12.4905, -0.1789, 18.062, -0.0075, -0.0215, -0.0824
O, 13.2327, 5.7179, 18.3916, 0.0158, -0.0031, -0.1059
O, -1.8863, -12.2917, 27.0297, -0.0115, 0.0192, 0.0747
O, -4.0637, 2.1362, 23.8958, 0.0103, 0.0069, 0.0097
O, 4.6797, 2.5327, 20.092, 0.0132, 0.0103, -0.0395
O, 6.4484, -0.2052, 20.2089, 0.0247, 0.0021, -0.0426
O, 2.1974, 2.3028, 18.3645, 0.0297, 0.0273, -0.1014
O, 13.6158, -6.0194, 22.6745, 0.0022, 0.0094, -0.0007
O, 6.5193, -3.8496, 19.9522, 0.0145, -0.0079, -0.0452
O, 11.0433, -2.846, 26.5391, -0.0256, 0, 0.0432
O, -0.478, 0.8311, 27.3633, -0.0388, -0.0144, 0.0623
N, 5.3485, -5.4974, 29.9094, 0.0132, 0.0217, 0.261
O, 3.32, -1.8317, 28.5293, 0.0408, -0.0422, 0.1309
O, 2.3389, -8.254, 21.4246, 0.0031, -0.0033, -0.0159
O, 15.2849, -7.8118, 27.3681, -0.0094, 0.0159, 0.0772
O, -2.2513, -3.4662, 25.4703, 0.0154, -0.0047, 0.0415
O, 8.0899, -5.1529, 18.1824, 0.0002, -0.0193, -0.0744
O, 9.0303, 0.0866, 20.6868, -0.0037, 0.002, -0.0404
O, 12.6896, 8.2251, 18.3577, -0.0123, 0.0253, -0.0667
O, 9.2446, -3.9608, 27.9823, -0.0226, -0.0421, 0.1548
O, 8.0902, 5.2398, 29.5832, 0.0018, 0.022, 0.1002
O, -0.6892, -11.175, 30.3369, 0.0011, -0.01, 0.1485
O, 13.4954, -2.8733, 25.9122, 0.0071, -0.0019, 0.041
O, 17.7821, -1.514, 25.2772, -0.0031, -0.0122, 0.0329
O, 8.1893, 0.3555, 28.6885, -0.013, -0.0013, 0.1465

Results
free energy: -136306.024 eV
free energy less fixed offsets of N -386.36, O -570.45, Si -639.56 eV per atom: -0.844 eV

The program warned: the cutoff lies below the one the program advises for these potential files; the forces do not sum to zero within the program's tolerance; empty levels may hold ghost states of the PAW files; the exchange-correlation potential is rough where the density is thin.
